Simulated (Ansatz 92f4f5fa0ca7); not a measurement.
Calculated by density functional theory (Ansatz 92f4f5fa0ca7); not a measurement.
Periodic cell of 122 atoms, Si78O44, from a study of silicon, its oxide and their interface. The atomic structure is a simulated model.

Settings
functional: r2SCAN
potential files: Ansatz norm-conserving
basis: plane waves
wave-function cutoff: 1300 eV
density cutoff ratio: 4
exchange-correlation grid ratio: 1
k mesh: 2 x 2 x 1, shifted by 0.5 0.5 0.5 of a step
self-consistency stop: 5e-08 eV per atom in the density residual
occupations: Fermi-Dirac, 0.05 eV
spin: none
net charge: 0

Cell vectors (angstrom)
a  10.88  0  0
b  0  10.88  0
c  0  0  18.1296

Atoms: element, x, y, z (angstrom)
Si  -2.3556  -2.6928  -0.4479
Si  5.46  -0.2827  -4.4615
Si  1.7864  7.4585  1.3165
Si  3.0374  10.8481  1.4451
Si  6.6328  -1.6546  -0.4224
Si  9.3294  3.1869  -0.4927
Si  10.2635  5.8888  0.0148
Si  12.9197  13.6955  -3.2926
Si  -0.4503  5.0975  2.2004
Si  4.9149  2.7639  1.6468
Si  4.2089  8.776  0.9798
Si  5.4328  4.7113  -0.3239
Si  7.6594  0.5951  0.7344
Si  13.8801  4.023  0.9622
Si  7.7417  5.9399  0.6544
Si  12.1316  11.2265  -0.4734
Si  -1.1573  3.4343  3.6071
Si  2.8479  0.2146  4.1627
Si  0.3122  9.0096  2.0033
Si  1.9807  4.7351  2.8773
Si  6.0733  1.8307  3.4783
Si  8.8658  -0.1344  2.9966
Si  6.2839  8.1996  1.4919
Si  8.1337  6.4761  3.1504
Si  0.7944  4.2957  4.9216
Si  4.1338  2.1164  4.4584
Si  0.8024  10.926  3.301
Si  5.7462  6.3804  2.7796
Si  7.1322  4.5655  3.7866
Si  10.237  1.3121  4.4724
Si  6.4439  8.5976  5.8458
Si  10.4094  7.2054  3.9621
Si  -0.0769  -1.061  5.6335
Si  4.2456  3.0475  6.64
Si  0.189  6.1704  6.0814
Si  2.3712  9.3894  5.5063
Si  5.673  -0.394  6.8185
Si  8.8473  2.6957  6.2984
Si  4.6747  7.3202  4.8448
Si  7.4714  8.5718  3.7911
Si  1.1727  1.2811  5.6396
Si  4.7733  5.5359  6.3003
Si  2.1634  6.8741  6.6561
Si  4.1737  8.5465  7.3713
Si  6.4421  1.7256  7.077
Si  8.9382  5.1404  6.6082
Si  6.7047  3.6764  5.7647
Si  9.3898  9.0958  7.3824
Si  -0.947  2.4788  10.9603
Si  4.4482  0.7794  10.4632
Si  -3.8658  5.3464  10.6128
Si  4.3187  6.2734  8.4909
Si  5.2992  2.6763  8.986
Si  9.3681  1.1582  8.1984
Si  7.7534  7.6216  7.5578
Si  6.4215  4.9455  7.7574
Si  5.4161  -1.7641  15.78
Si  5.1695  -4.4995  13.9103
Si  2.0973  7.9074  11.4306
Si  7.8447  11.2785  12.2416
Si  6.1418  7.6636  9.2872
Si  12.1816  1.4311  12.5135
Si  5.7961  9.691  10.7503
Si  11.6235  8.4996  8.3304
Si  1.5816  7.3653  14.0948
Si  9.5073  7.9663  14.5382
Si  9.8629  -0.8793  12.1929
Si  11.0397  7.7949  10.3715
Si  -1.1266  -0.7159  18.048
Si  3.6539  1.2093  13.3199
Si  3.0015  8.6787  16.5128
Si  14.0135  -4.8259  11.5795
Si  13.3399  -0.833  9.5478
Si  7.3553  5.6392  13.7297
Si  11.7749  2.6451  16.9524
Si  2.6061  5.2261  14.3604
Si  9.2435  5.3021  9.7987
Si  9.3331  4.2781  15.2318
O  5.2892  -3.1141  -3.3604
O  -6.5923  1.0112  1.6447
O  2.3974  6.5377  2.4962
O  2.3033  5.0678  -5.5791
O  3.0382  8.0241  0.087
O  -2.2211  10.5334  -10.2695
O  13.2517  20.3025  -6.9377
O  0.8178  13.2362  -4.2625
O  20.8976  -1.5984  -4.3127
O  7.6942  -6.2317  -2.8302
O  8.1801  13.0253  0.3079
O  4.3653  6.8943  -5.5788
O  7.6692  4.3112  0.1879
O  3.6144  5.3831  0.2113
O  12.8878  10.1151  -1.4741
O  -3.5484  4.8799  12.1981
O  9.3496  4.8708  8.2607
O  11.0365  -3.7626  14.8845
O  10.0014  -4.3123  10.6113
O  3.9531  5.6162  9.911
O  8.5039  6.8027  13.6752
O  0.6779  13.1746  11.2166
O  6.4804  3.813  9.8274
O  4.2215  5.162  14.6098
O  8.8099  12.669  12.1544
O  9.7403  1.5232  9.6647
O  0.1371  11.2139  12.2716
O  11.9368  10.2076  8.7168
O  5.2074  9.4243  12.3286
O  -0.7175  14.8993  10.18
O  -1.7909  2.7377  15.9876
O  15.2818  12.7525  11.9332
O  3.5765  -1.5824  8.716
O  6.8066  11.4655  21.2297
O  14.2369  1.9206  14.7472
O  8.9925  8.0848  16.1034
O  7.0687  -0.0956  11.0698
O  2.4357  -2.497  15.061
O  12.7006  3.5427  18.1318
O  17.876  -10.5126  13.6
O  -8.1678  0.6995  9.91
O  -0.9132  19.9194  10.9488
O  1.0772  6.8079  18.2564
O  -4.5899  10.9742  18.0648

Results
free energy: -29534.308 eV
free energy less fixed offsets of O -463.61, Si -117.95 eV per atom: 64.632 eV
pressure: -1.89 GPa
stress xx, yy, zz, yz, xz, xy (GPa, positive in tension): 1.1, 2.27, 2.3, -0.99, -0.72, 1.42

Forces (eV/angstrom), in the order of the atoms: element, x, y, z
Si  2.293  -1.4876  -0.6893
Si  -0.5143  -2.4257  0.1865
Si  1.8867  0.3487  1.5699
Si  0.2683  0.283  0.2683
Si  -2.1975  2.8614  -0.4048
Si  -2.0219  -1.3729  -0.1125
Si  1.8005  0.4377  -0.2414
Si  -2.7401  3.4202  1.9439
Si  0.8375  0.0997  1.0234
Si  -1.3398  -1.6516  -0.3934
Si  -0.0942  2.4695  1.308
Si  -1.2979  0.487  0.9876
Si  2.6168  1.4243  -0.7823
Si  0.8859  1.2156  -0.4526
Si  -0.5381  -0.3413  -0.0799
Si  0.3931  -1.4982  0.403
Si  -0.7299  0.7149  0.3904
Si  1.3589  0.7392  -0.6453
Si  -1.5784  1.2422  1.0041
Si  -1.1856  2.6575  0.1199
Si  -0.7604  5.078  0.7783
Si  -1.653  -0.5135  0.1228
Si  0.4145  -0.6183  2.2392
Si  1.9119  0.1739  -0.7213
Si  -0.0531  -1.0248  -0.8922
Si  -1.2638  0.2199  0.3209
Si  -0.0315  -1.4082  -1.4083
Si  -1.0077  -0.9169  0.6715
Si  0.3442  -1.9669  -0.7026
Si  -4.0173  0.5232  -1.1101
Si  0.0997  -0.398  -0.2996
Si  -0.1726  -0.0531  -1.0575
Si  0.7068  0.0142  -1.0188
Si  0.4664  0.5223  0.0607
Si  -1.9486  -0.1957  -1.1645
Si  -0.0232  -1.8768  1.4487
Si  -0.7744  -0.7446  -0.1704
Si  0.2859  -1.0052  0.0317
Si  -0.3526  0.4944  -0.5564
Si  0.6792  1.362  -1.6675
Si  1.7226  0.0121  1.7153
Si  -1.1807  -1.2346  -0.7228
Si  1.8607  2.1759  1.4486
Si  -0.2841  0.9607  -0.8723
Si  0.3908  0.3762  0.912
Si  0.0024  0.1835  1.9827
Si  -0.7942  0.4042  0.7662
Si  1.73  0.9446  0.3243
Si  1.5686  1.0373  0.0182
Si  -2.1019  3.8286  -0.3876
Si  0.6889  -1.3119  -1.2086
Si  0.5238  0.7282  -0.4681
Si  1.4972  0.8167  0.4256
Si  -0.7183  -0.7393  -2.8361
Si  -1.3443  -1.7783  -0.775
Si  0.8299  0.8019  0.6643
Si  -2.3923  -0.7803  -1.9837
Si  -0.2389  0.6401  0.601
Si  -3.26  -1.4671  3.1634
Si  7.1361  1.7279  3.3193
Si  0.7672  -0.7895  1.1206
Si  -2.1522  0.6756  -0.6464
Si  -0.5422  0.8907  1.2296
Si  -1.3388  0.5904  -2.4205
Si  -0.1464  -0.5127  0.1284
Si  1.3599  -4.2097  1.9317
Si  -0.131  2.1505  3.286
Si  -3.0395  0.4142  1.2735
Si  0.7754  -0.0401  1.5719
Si  0.3284  -0.7626  -2.7454
Si  0.2217  4.181  0.6363
Si  3.8909  -0.3016  -1.1496
Si  -1.7185  1.2604  1.5631
Si  0.2326  -1.3718  0.7952
Si  0.8202  0.3116  2.5571
Si  -1.2579  -1.6827  -1.7098
Si  0.143  -0.093  1.4619
Si  -0.7965  -1.4003  0.3927
O  0.6059  -0.3635  0.9035
O  -0.0013  1.77  -1.0335
O  -0.145  -1.0015  0.3978
O  1.2979  -0.473  0.0093
O  -0.6188  -0.5273  -1.3997
O  1.1804  1.1911  1.2767
O  1.5602  2.8177  -2.8474
O  1.0632  -1.0246  -1.1117
O  -0.7216  0.3131  -2.126
O  -0.1336  2.2027  -4.065
O  0.7588  -2.4915  0.2938
O  -0.3518  -2.7382  -0.8397
O  1.9278  2.6527  -0.1778
O  2.2431  -1.8914  0.0455
O  0.6638  -0.7929  0.8504
O  -0.2197  0.8138  1.4759
O  -0.2903  1.4287  -2.3789
O  -2.0459  1.3507  -1.6744
O  -0.1381  -1.2481  -1.6957
O  -2.2331  -0.4657  3.5896
O  1.1978  2.2732  1.1269
O  0.4542  0.6974  1.5012
O  -0.6677  0.1532  0.7372
O  1.1459  1.4874  -0.5134
O  0.3126  2.0277  -2.3869
O  -0.9824  -0.8124  0.4599
O  -0.3505  -3.5776  0.8562
O  0.5992  -2.3465  0.2901
O  1.4121  1.7387  0.9781
O  -1.3653  -3.0125  3.811
O  0.3783  1.7725  1.2001
O  -0.2232  -1.8807  -0.6084
O  -0.5246  -0.1444  1.2796
O  3.2072  -3.9749  -1.3171
O  1.3571  -0.0784  -0.0061
O  -0.1391  -0.1832  -2.78
O  -3.5609  -1.9795  -5.1143
O  -0.247  -1.1789  -0.7074
O  -1.281  -1.7828  -1.7986
O  -1.7208  0.039  0.3615
O  4.0264  0.8032  1.211
O  1.4389  -1.1235  -0.7399
O  -4.7779  -3.1832  -3.1909
O  1.8997  -1.1809  0.1846
